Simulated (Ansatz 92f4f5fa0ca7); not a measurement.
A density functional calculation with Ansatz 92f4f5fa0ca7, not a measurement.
Periodic cell of 247 atoms, Si165O82, from a study of silicon, its oxide and their interface. The atomic structure is a simulated model.
Doubt: the cutoff is far below the 930 eV that the study's wrapper takes by default for these files, so forces and energies are approximate.
This geometry differs little from another in the collection (a relaxation step or a small displacement).

Settings
functional: PBE
potential files: Ansatz PAW
basis: plane waves
wave-function cutoff: 580 eV
density cutoff ratio: 5
exchange-correlation grid ratio: 1
k mesh: 1 x 1 x 1, Gamma-centred
self-consistency stop: 5e-08 eV per atom in the density residual
occupations: fixed
spin: none
net charge: 0

Cell vectors (angstrom)
a  10.938  0  0
b  0  10.938  0
c  0  0  36.9537

Atoms and the computed forces on them: element, x, y, z (angstrom), force x, y, z (eV/angstrom)
Si  0  0  0.683  0.0051  -0.0283  -0.0297
Si  5.469  0  0.683  0.0342  -0.0149  -0.0005
Si  2.7345  2.7345  0.683  0.0037  -0.0056  0.0093
Si  8.2035  2.7345  0.683  0.0239  -0.018  -0.0275
Si  0  5.469  0.683  0.0103  -0.0248  0.0062
Si  5.469  5.469  0.683  -0.0495  0.018  -0.0087
Si  2.7345  8.2035  0.683  0.072  -0.1322  -0.0248
Si  8.2035  8.2035  0.683  -0.0051  -0.0058  0.0151
Si  1.3673  1.3673  2.0503  -0.0893  -0.0205  0.0735
Si  6.8362  1.3673  2.0503  -0.0652  0.0292  -0.1971
Si  4.1018  4.1018  2.0503  -0.0127  0.0975  -0.0781
Si  9.5708  4.1018  2.0503  0.0626  -0.16  -0.133
Si  1.3673  6.8362  2.0503  0.2125  -0.0422  -0.2233
Si  6.8362  6.8362  2.0503  0.0959  -0.0827  0.117
Si  4.1018  9.5708  2.0503  -0.0017  -0.0652  0.0506
Si  9.5708  9.5708  2.0503  0.1201  0.0165  -0.065
Si  2.7345  0  34.9022  -0.0898  0.0056  -0.1132
Si  8.2035  0  34.9022  -0.0459  -0.0382  0.083
Si  0  2.7345  34.9022  0.0288  -0.0066  0.0793
Si  5.469  2.7345  34.9022  -0.0722  0.0793  -0.0889
Si  2.7345  5.469  34.9022  -0.0435  -0.0731  0.1304
Si  8.2035  5.469  34.9022  -0.1132  0.0264  -0.1067
Si  0  8.2035  34.9022  -0.0429  0.0375  -0.0743
Si  5.469  8.2035  34.9022  -0.0047  0.031  0.0715
Si  4.1018  1.3673  36.2695  -0.0323  0.0254  -0.0075
Si  9.5708  1.3673  36.2695  -0.0212  -0.0175  -0.008
Si  1.3673  4.1018  36.2695  -0.0082  0.0238  0.0192
Si  6.8362  4.1018  36.2695  -0.0023  0.0418  0.0129
Si  4.1018  6.8362  36.2695  0.0171  0.0578  -0.0295
Si  9.5708  6.8362  36.2695  0.0138  0.0175  -0.0068
Si  1.3673  9.5708  36.2695  0.006  0.0467  0.0135
Si  6.8362  9.5708  36.2695  -0.0279  -0.0207  0.0077
Si  0.1818  -0.2541  26.7957  0.0039  0.0184  0.0104
Si  4.8173  0.5853  26.7236  -0.0119  0.012  -0.0016
Si  3.1016  2.3097  26.9443  0.0105  -0.0204  0.0061
Si  7.8307  3.1356  26.5706  0.0082  -0.0183  0.0455
Si  -0.5891  5.9127  26.9013  -0.0196  0.0249  0.0151
Si  5.6145  5.395  26.8175  -0.0179  0.0058  0.0275
Si  2.377  8.4296  26.7876  0.0032  -0.0208  0.0313
Si  8.6682  7.6837  26.8844  0.0176  -0.0116  0.0013
Si  1.3288  1.3313  28.1277  0.0124  0.0333  0.0116
Si  6.712  1.4513  27.888  0.0176  -0.0097  -0.0059
Si  4.0635  4.1284  28.0929  -0.0164  0.0067  0.0019
Si  9.4161  4.1245  28.0695  0.0321  0.0038  0.0107
Si  1.2232  6.8616  28.1052  0.0053  -0.0231  0.0051
Si  6.8592  6.8526  28.1444  -0.0071  0.0086  0.0107
Si  4.0164  9.6522  27.9831  0.0126  -0.0118  -0.0006
Si  9.5533  9.5072  28.0996  -0.0196  0.0026  0.01
Si  2.6832  -0.03  29.5028  -0.0028  -0.0029  0.0324
Si  8.103  0.0326  29.2819  -0.0021  0.0018  0.0035
Si  -0.0735  2.7598  29.377  -0.0044  -0.0021  0.0022
Si  5.4737  2.7802  29.4459  -0.0059  -0.004  0.0368
Si  2.651  5.4861  29.4013  -0.0038  0.0016  0.0028
Si  8.1339  5.4525  29.5498  0.0049  0.0048  0.0293
Si  -0.0395  8.2264  29.5555  -0.0019  -0.0007  0.0284
Si  5.4308  8.2877  29.353  0.0005  0.0094  0.0062
Si  4.0868  1.3818  30.7877  0.0012  0.0092  -0.0131
Si  9.4996  1.3642  30.7175  0.0042  0.004  0.011
Si  1.3074  4.1078  30.7826  -0.0002  0.0013  -0.0008
Si  6.7871  4.0949  30.8875  0.0016  0.002  -0.012
Si  4.0643  6.8705  30.731  -0.0015  -0.0024  0.0124
Si  9.5311  6.8318  30.8646  0.0008  0.0023  -0.0174
Si  1.3462  9.5671  30.8932  0.0042  0.0077  -0.0219
Si  6.7973  9.6205  30.7543  0.002  -0.0004  0.0046
Si  -0.0577  0.0286  32.1559  -0.0015  -0.0018  0.0104
Si  5.4477  0.0203  32.1601  0.0018  0.0002  0.0086
Si  2.7029  2.7436  32.1431  0.0034  -0.007  0.0059
Si  8.1898  2.7153  32.1756  0.001  -0.0013  0.0093
Si  -0.0208  5.4666  32.1917  0.0009  0.0018  0.0059
Si  5.4117  5.5042  32.1648  0.001  0  0.0074
Si  2.7368  8.1932  32.1904  0  0.0023  0.0077
Si  8.1547  8.2342  32.1569  -0.0002  0.0005  0.0056
Si  1.3493  1.3694  33.5224  -0.0034  0.0042  0.0055
Si  6.8271  1.3557  33.541  0.0032  -0.0024  0.0044
Si  4.0756  4.1021  33.5262  -0.0026  0.0009  0.0051
Si  9.5624  4.0852  33.5411  0.0005  -0.0005  0.005
Si  1.3655  6.8246  33.5445  0.0021  -0.0022  0.0053
Si  6.8169  6.8443  33.5286  -0.0042  0.0016  0.0053
Si  4.107  9.5726  33.5364  0.004  -0.0026  0.0048
Si  9.55  9.5704  33.5298  -0.0026  0.0047  0.0047
Si  2.7139  -0.0217  3.4166  0.0013  -0.0052  0.0038
Si  8.2327  0.0372  3.3924  0.0001  0.0006  -0.0078
Si  0.0028  2.7411  3.4349  0.0035  0.0069  -0.0111
Si  5.4613  2.7303  3.3962  -0.0053  -0.0087  0.0056
Si  2.7316  5.4635  3.4233  -0.0006  -0.0068  -0.0121
Si  8.2111  5.4302  3.4121  0.0049  0.0044  0.0079
Si  0.0284  8.1961  3.3881  -0.01  -0.0071  0.0099
Si  5.4966  8.2188  3.427  0.006  0.006  -0.0098
Si  4.0818  1.369  4.7402  -0.0045  0.0067  0.0011
Si  9.5617  1.3845  4.8145  0.0022  0.003  -0.0029
Si  1.3885  4.0774  4.8174  -0.0027  0.0031  0.0072
Si  6.8697  4.019  4.7827  0.0091  0.0063  -0.0152
Si  4.1303  6.8148  4.7669  -0.0016  0.0009  -0.0093
Si  9.6938  6.7338  4.7101  -0.0175  0.0313  0.0208
Si  1.3503  9.5448  4.8053  0.0066  0.0028  -0.017
Si  6.9304  9.5918  4.7491  -0.0161  -0.0086  0.0202
Si  -0.0676  -0.0345  6.1572  0.0108  -0.0083  0.0077
Si  5.5362  0.0761  6.047  -0.0012  0.0199  -0.0054
Si  2.6916  2.6521  6.1756  0.0251  0.003  -0.0108
Si  8.1961  2.6916  6.2707  0.006  0.0134  -0.0061
Si  0.0427  5.4118  6.2347  -0.0036  0.0071  -0.0076
Si  5.4908  5.3799  6.0774  0.0026  -0.0212  0.0078
Si  2.7548  8.1686  6.1356  -0.0141  0.006  -0.0074
Si  8.3842  8.1593  5.9688  0.0307  -0.067  -0.0401
Si  1.2645  1.3027  7.5523  0.0002  0.0031  0.0146
Si  6.8084  1.298  7.6635  -0.0123  -0.0123  0.0071
Si  4.1612  3.9802  7.4633  -0.03  0.0035  -0.0011
Si  9.5275  4.1173  7.6419  0.0105  0.0095  -0.0041
Si  1.4753  6.7792  7.5792  0.0007  -0.0103  -0.0047
Si  6.9671  6.8263  7.2082  0.0331  0.0501  -0.0312
Si  4.1761  9.6382  7.3107  0.0136  -0.0032  0.0015
Si  9.614  9.4416  7.5316  -0.0277  0.0062  0.0097
Si  3.6136  1.7926  10.1883  -0.0426  0.004  -0.0172
Si  7.6288  -0.7332  8.6867  0.0302  -0.0027  0.0203
Si  -0.1451  2.639  9.0068  0.0358  0.0305  0.0125
Si  5.5061  2.7847  9.0572  0.0174  -0.0102  -0.0092
Si  3.0528  5.5234  8.8296  -0.008  -0.0354  0.0282
Si  8.2585  5.7444  8.8634  0.0075  -0.0177  0.0084
Si  0.3059  8.2553  8.9953  -0.0065  -0.012  0.0081
Si  5.8696  8.4734  8.4096  -0.0292  -0.0149  0.0089
Si  2.8708  0.0358  8.7298  0.0049  0.0066  0.0153
Si  10.0512  1.068  11.5729  0.0132  -0.0054  -0.0054
Si  2.3314  3.8446  10.4185  0.0067  0.0071  -0.0892
Si  6.4089  4.8126  10.0064  -0.0127  0.0064  -0.0007
Si  4.9158  6.6897  9.7026  -0.0807  0.0611  0.1499
Si  9.4692  7.3914  10.2167  -0.0004  0.0138  0.0328
Si  2.1188  9.3301  10.2569  0.0094  0.0423  0.0228
Si  8.3581  9.4626  10.759  -0.0143  -0.021  0.005
O  -3.9651  8.5023  14.2715  0.0081  -0.0041  -0.0015
O  4.7475  8.3992  12.546  0.039  0.0146  0.0454
O  9.7922  6.7136  11.7012  0.0127  0.0109  0.0254
O  2.2352  10.2626  13.446  -0.0173  -0.0178  0.0021
O  2.3377  4.16  12.0499  -0.0192  0.0195  0.0373
O  -1.6292  -0.3952  11.5903  0.0022  0.0147  -0.0072
O  13.9508  5.3855  14.3781  0.0085  0.0092  0.0159
O  7.1477  -2.0067  11.7313  0.0181  0.0079  -0.0079
O  6.6615  15.1972  26.25  -0.0067  -0.0023  -0.0326
O  8.4103  2.8508  25.0461  -0.002  -0.0094  -0.0345
O  2.8668  7.7017  25.3998  0.0115  -0.0088  -0.0073
O  2.5192  2.8088  25.4638  -0.0157  0.0079  -0.0165
O  10.434  11.3142  25.4372  -0.0143  -0.0066  -0.011
O  -0.2849  5.3236  25.3597  0.0064  -0.0083  -0.039
O  1.3056  9.5815  26.2848  -0.0013  -0.0022  -0.0424
O  5.0966  6.2704  25.5225  -0.0143  0.013  -0.0135
Si  10.488  -3.9938  13.152  -0.0089  -0.0147  -0.0324
Si  -1.2857  8.802  17.672  -0.0039  -0.0043  -0.0058
Si  3.7235  7.7665  11.3832  0.0747  -0.0789  -0.1737
Si  -3.0127  6.358  22.483  0.007  0.003  -0.0149
Si  -2.2788  8.1367  24.5839  -0.0024  0.0039  -0.0098
Si  2.7691  2.2608  23.9533  -0.0038  0.0036  0.0126
Si  6.0794  5.7476  16.4071  0.0021  0.0028  -0.0044
Si  6.844  3.8773  21.2607  0.0014  0.0022  -0.0018
Si  -6.7377  1.9946  16.8264  0.0037  -0.0005  0.0011
Si  2.1414  5.4777  12.989  -0.0251  -0.0193  -0.0032
Si  2.0565  0.0051  11.9577  -0.0036  -0.0021  0
Si  14.1155  6.6133  15.4683  0.0037  0.0073  -0.0112
Si  1.5562  -0.2189  22.6188  0.0038  -0.0001  -0.0094
Si  7.9993  7.4658  19.7089  -0.0006  0.0003  0.0065
Si  2.2037  4.9612  22.7579  -0.006  0.0081  0.01
Si  8.1285  7.7834  15.1961  0.0017  0.0034  -0.0164
Si  7.7883  4.7665  18.5213  -0.0038  0.0018  0.0045
Si  5.2179  0.6801  24.3667  0.0073  -0.0003  -0.0019
Si  9.9312  3.9565  16.4606  0.0239  -0.0188  -0.0032
Si  6.6543  4.8322  12.3088  -0.0086  0.0179  0.0086
Si  3.6524  10.2318  18.0641  0.0029  -0.0032  0.0079
Si  -2.2857  3.059  13.7055  0.0162  -0.0046  0.0002
Si  3.9106  6.7941  24.5461  -0.0075  -0.0054  -0.0227
Si  2.2454  1.1227  19.9428  -0.0002  -0.0063  0.0066
Si  0.7669  6.3296  17.5533  0.0119  0.0021  -0.0026
Si  12.5477  -2.0099  14.1458  0.0205  0.0184  -0.016
Si  4.9258  -2.7188  19.7306  -0.001  0.0091  0.0059
Si  7.9578  12.9863  23.6852  0.0135  0.0012  -0.0049
Si  2.8246  5.82  19.737  -0.0006  -0.0011  0.0017
Si  -6.6092  3.2751  19.5206  0.0002  0.0014  0.0037
Si  5.9297  14.122  14.5396  -0.0033  0.008  -0.0045
Si  10.4186  5.948  23.8688  0.0115  -0.0076  0.0243
Si  6.3338  8.0524  12.8265  -0.0039  0.0157  -0.0035
Si  4.2014  9.1374  22.5957  0.0076  -0.0145  -0.0123
Si  -1.0684  -0.1208  23.9785  0.0028  0.0193  0.0046
Si  0.9589  -0.8017  16.7485  -0.0083  -0.0078  -0.0115
Si  1.287  1.9526  17.2008  -0.0008  0.0043  -0.0009
O  3.3672  1.0041  11.6753  0.0192  -0.0176  0.0085
O  4.161  11.3055  16.9477  -0.0026  0.0008  0.0026
O  9.4264  2.0109  12.7403  -0.0152  0.0201  0.0152
O  8.5519  6.1572  18.8991  0.0028  -0.0002  -0.0022
O  3.1995  5.4743  23.9324  -0.0026  0.0167  0.0022
O  2.1683  3.3371  22.8966  -0.0004  0.0101  0.0084
O  1.4168  0.6067  21.2235  0.0009  0.005  0.0042
O  -1.0584  12.6483  10.0569  -0.0129  -0.0139  0.0341
O  0.5638  5.678  13.4184  -0.0085  0.0293  -0.0099
O  10.1303  7.5506  24.071  0.0024  0.0023  0.0056
O  6.2168  4.4887  15.4284  0.003  0.0158  0.0092
O  7.7453  3.8804  19.8923  0.0008  0.0021  -0.0018
O  2.6942  5.4026  21.2926  -0.0058  0.0023  0.0088
O  10.7955  7.645  17.7682  -0.0022  -0.0029  0.002
O  3.3271  -0.007  19.4984  -0.0006  0.0027  0.0017
O  2.2742  -1.3952  17.5228  0.0041  -0.0005  0.0022
O  2.0248  0.8227  23.7821  0.0043  -0.0022  0.0065
O  2.7075  2.698  16.8843  -0.0046  0.0004  0.0037
O  1.3431  5.8735  19.0257  -0.0015  0.0035  -0.0011
O  5.3757  3.4099  20.7595  0.0007  0.0028  0.0063
O  -6.2648  6.5395  16.1345  0.0119  -0.008  0.0025
O  8.4482  7.3344  21.2706  -0.0012  0.0024  0.0095
O  1.2429  0.69  16.1836  -0.0049  0.0103  0.0033
O  9.2458  1.1703  23.207  -0.0045  -0.0026  0.0122
O  -2.2606  9.7234  24.2156  -0.0036  -0.0082  0.0102
O  -3.6166  2.3301  14.3501  -0.0052  -0.0009  0.0014
O  -0.3937  -0.7711  17.6667  0.0016  0.0111  0.0027
O  4.37  1.9625  23.748  0.0032  0.0036  0.005
O  8.1471  4.3312  12.8021  0.0035  -0.0035  0
O  5.5483  3.8143  13.0527  -0.0048  -0.0124  0.0118
O  0.7481  3.6335  9.9795  0.0031  -0.0175  -0.0045
O  7.3765  6.664  16.0935  -0.0122  -0.0095  0.0088
O  4.9171  -0.6666  23.5053  -0.0017  0.0036  0.0082
O  -0.1892  5.333  16.6965  -0.0062  -0.0131  -0.0005
O  0.7457  5.637  22.9323  0.025  0.0011  0.0134
O  3.6365  7.2273  19.6767  -0.0022  -0.002  0.0025
O  0.095  -0.7755  23.0465  0.0042  -0.0066  0.0051
O  0.6994  11.8673  11.9165  -0.0209  0.0053  -0.0041
O  6.3032  5.1759  17.9312  0.002  -0.0018  0.0026
O  8.6848  8.7601  18.9895  -0.0007  0.0035  0.0054
O  4.4445  7.6912  23.3023  -0.0044  0.0105  0.0151
O  -1.6168  7.1136  14.2835  -0.0008  -0.0025  -0.0012
O  0.6794  9.2351  15.4346  -0.0076  0.0123  0.0159
O  -6.0927  2.2953  15.3583  0.0038  0.0005  0.0044
O  -5.971  2.5422  18.1825  0.0024  0.0023  0.0086
O  7.4863  7.3528  23.716  -0.0048  -0.0016  0.0042
O  10.9027  2.8036  17.0027  -0.0167  0.0358  -0.0066
O  2.1073  6.5396  16.6687  -0.0171  -0.0008  0.0113
O  -1.8261  5.3722  23.0562  -0.0023  0.0129  0.0077
O  3.7407  4.6985  19.0006  -0.0042  0.0015  0.0022
O  6.3745  -3.4361  19.6265  0.0045  0.0013  0.0041
O  6.5022  6.4185  12.747  0.0001  -0.0134  0.0035
O  2.603  -1.46  22.4692  -0.0021  0.0064  0.0113
O  4.8892  9.0733  21.1223  -0.0048  -0.0016  0.006
O  7.4659  2.9057  22.3978  -0.005  0.0086  0.0027
O  -4.1988  5.3836  21.9226  0.0021  -0.0024  0.009
O  -2.3519  3.9431  17.3741  0.0002  0.0023  -0.0019
O  3.0959  2.4682  20.2204  0.0018  0.0023  0.0055
O  -2.1608  8.7985  16.2881  0.0096  0.0052  0.0087
O  2.6462  6.7499  12.0958  -0.0237  -0.0069  0.0222
O  4.8167  -1.7834  18.3891  -0.0008  -0.0019  -0.002
O  2.8671  8.0031  14.6536  0.0036  -0.0107  0.0063
O  0.5285  -2.674  13.1053  -0.0016  -0.0011  0.0039
O  9.5953  3.6475  14.8982  0.0033  0.0063  0.0276
O  1.2013  1.4123  18.7372  0.0011  0.0026  0
O  -4.1552  11.9678  24.1479  -0.0105  0.0049  0.013

Results
free energy: -151526.891 eV
free energy less fixed offsets of O -568.88, Si -635.61 eV per atom: -3.081 eV

The program warned: the cutoff lies below the one the program advises for these potential files; the forces do not sum to zero within the program's tolerance; the exchange-correlation potential is rough where the density is thin.
